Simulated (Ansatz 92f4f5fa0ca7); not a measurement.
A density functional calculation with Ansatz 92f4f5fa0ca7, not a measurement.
Periodic cell of 273 atoms, Si165O106As2, from a study of silicon, its oxide and their interface. The atomic structure is a simulated model.
Doubt: the cutoff is far below the 930 eV that the study's wrapper takes by default for these files, so forces and energies are approximate.
This geometry differs little from another in the collection (a relaxation step or a small displacement).

Settings
functional: PBE
potential files: Ansatz PAW
basis: plane waves
wave-function cutoff: 580 eV
density cutoff ratio: 5
exchange-correlation grid ratio: 1
k mesh: 1 x 1 x 1, Gamma-centred
self-consistency stop: 5e-08 eV per atom in the density residual
occupations: fixed
spin: none
net charge: 0

Cell vectors (angstrom)
a  11.6015  0  0
b  0  13.3963  0
c  0  0  29.8085

Atoms and the computed forces on them: element, x, y, z (angstrom), force x, y, z (eV/angstrom)
Si  11.5615  0.212  22.8863  -0.0108  -0.0032  0.0064
Si  3.8888  0.1849  22.9818  0.0094  -0.0126  0.0039
Si  7.6642  0.1146  23.1143  0.0021  0.0078  0.0069
Si  2.064  3.4083  22.7331  -0.0151  0.0194  0.1633
Si  5.8964  3.6812  22.9639  0.0039  0.0108  0.0022
Si  9.7587  3.5412  22.9932  -0.0093  0.0011  0.0002
Si  11.6258  6.8959  22.8668  -0.0051  -0.0389  0.1756
Si  4.0323  7.0619  23.048  -0.0247  -0.055  0.1647
Si  7.7891  6.8843  23.227  0.0054  -0.0025  -0.0018
Si  2.0576  10.2406  23.1909  -0.0076  -0.0005  -0.0004
Si  5.8802  10.1266  23.2372  -0.0113  0.0017  0.0117
Si  9.9078  10.1179  23.2228  0.0034  -0.0045  -0.0085
Si  11.706  2.4288  23.7401  -0.0065  -0.0254  -0.0077
Si  3.981  2.4406  23.7309  -0.0052  -0.0193  -0.0046
Si  7.7879  2.4094  23.7401  -0.0006  0.0024  -0.0004
As  2.0848  5.7684  22.7705  0.0385  0.0057  -0.3626
Si  5.8158  5.7903  23.9797  0.016  0.0077  -0.0097
Si  9.7765  5.7297  23.8657  -0.0039  0.0158  -0.014
Si  11.8003  8.9948  23.9886  -0.0104  0.0129  -0.0112
Si  3.9179  9.1275  24.1145  0.0203  0.0201  0.0214
Si  7.877  9.1036  23.9652  -0.0007  -0.0044  -0.004
Si  1.9116  12.5092  23.7728  0.0022  0.0009  -0.0016
Si  5.7549  12.3966  23.8976  0.0003  0.0019  0
Si  9.6948  12.425  23.7839  -0.0017  0.0016  -0.0013
Si  11.6527  2.3172  26.1656  0.008  -0.0098  -0.0044
Si  3.8972  2.328  26.1563  -0.009  -0.009  -0.0036
Si  7.7551  2.3084  26.159  -0.0024  0.0037  0.0007
As  1.9513  5.606  26.0244  0.0062  0.0158  0.2035
Si  5.792  5.6543  26.319  -0.0056  0.005  -0.0002
Si  9.7181  5.635  26.2478  0.0109  0.008  -0.0031
Si  11.6885  8.9376  26.3237  -0.0087  -0.0094  -0.0057
Si  3.8861  8.9821  26.416  0.0052  -0.0042  -0.0192
Si  7.8027  9.0112  26.3076  -0.0005  -0.0025  0.0011
Si  1.9233  12.3737  26.183  -0.0019  -0.007  0.0024
Si  5.7827  12.3349  26.263  0.0044  -0.0026  -0.0014
Si  9.6927  12.3506  26.1872  -0.0025  -0.0004  -0.0007
Si  1.9668  1.1881  27.0051  -0.0007  -0.0014  0.0028
Si  5.8162  1.1915  27.0081  -0.0045  0.0015  0.0011
Si  9.6975  1.1901  26.9913  0.0038  0.0021  0.0038
Si  11.6423  4.5137  27.0626  -0.0669  -0.0216  -0.0486
Si  3.8566  4.5154  27.0695  0.0648  -0.0136  -0.0434
Si  7.7536  4.513  27.0288  -0.002  0.001  0.001
Si  1.9754  7.7806  27.1024  0.0004  0.0603  -0.0322
Si  5.8567  7.8842  27.0755  0.0063  0.0027  0.0013
Si  9.7177  7.8527  27.0599  -0.0065  0.0037  0.0026
Si  11.6195  11.2138  27.0224  0.0071  -0.0005  0.0002
Si  3.8406  11.2436  27.0602  -0.0053  0.0002  0.0064
Si  7.7556  11.2478  27.0422  0.0006  0.0039  -0.0014
Si  1.9336  1.1164  29.4135  0.0647  0.1831  -0.2358
Si  5.8008  1.1164  29.4135  0.0437  0.1653  -0.2402
Si  9.6679  1.1164  29.4135  0.0817  0.1483  -0.2728
Si  0  4.4654  29.4135  0.0157  -0.017  0.148
Si  3.8672  4.4654  29.4135  -0.0091  -0.0167  0.0667
Si  7.7343  4.4654  29.4135  0.1077  0.02  -0.1042
Si  1.9336  7.8145  29.4135  0.0494  -0.0747  0.4654
Si  5.8008  7.8145  29.4135  0.1113  0.0398  0.319
Si  9.6679  7.8145  29.4135  0.0855  0.0063  0.0517
Si  0  11.1635  29.4135  0.03  0.1168  -0.1876
Si  3.8672  11.1635  29.4135  -0.1078  0.2353  0.1196
Si  7.7343  11.1635  29.4135  0.0327  0.183  -0.0984
Si  0  0  0.3944  -0.0868  -0.1293  -0.2039
Si  3.8672  0  0.3944  0.0385  -0.1751  0.2654
Si  7.7343  0  0.3944  -0.2057  -0.2294  0.0265
Si  1.9336  3.3491  0.3944  0.1031  -0.1567  -0.1071
Si  5.8008  3.3491  0.3944  -0.1119  -0.1157  0.2112
Si  9.6679  3.3491  0.3944  -0.2055  0.0148  -0.0087
Si  0  6.6981  0.3944  -0.1249  -0.0196  -0.0054
Si  3.8672  6.6981  0.3944  -0.005  -0.1525  -0.1522
Si  7.7343  6.6981  0.3944  0.0199  -0.0499  0.0497
Si  1.9336  10.0472  0.3944  -0.044  -0.004  -0.1136
Si  5.8008  10.0472  0.3944  0.1218  0.1182  0
Si  9.6679  10.0472  0.3944  0.0088  -0.1241  -0.1362
Si  11.5473  -0.0465  2.744  0  0  -0.0012
Si  3.8441  -0.0701  2.8036  0.0009  0.0019  -0.0019
Si  7.6636  -0.089  2.7731  0.0004  -0.003  -0.0028
Si  1.9281  3.2705  2.7432  0.0002  -0.0017  -0.0005
Si  5.7552  3.2746  2.8002  -0.0055  0.0024  0.0004
Si  9.591  3.3093  2.7604  0.0106  0.0034  0.0025
Si  11.5732  6.6384  2.7551  0.0004  0.0001  -0.0013
Si  3.8704  6.6207  2.7389  -0.0003  0.0007  -0.0012
Si  7.7352  6.6451  2.7675  0.0002  0.0005  -0.0016
Si  1.9244  10.0061  2.7509  0.0009  -0.0077  0.0004
Si  5.8201  10.0404  2.7707  0.0006  0.0001  -0.0011
Si  9.6756  9.9777  2.7503  0.0006  0  -0.0014
Si  11.5477  2.2058  3.4413  0.003  -0.0001  0.0015
Si  3.8183  2.1278  3.6471  -0.0018  -0.0015  0.0023
Si  7.6771  2.1158  3.5634  0.0007  0.001  -0.0082
Si  1.9067  5.5022  3.4721  -0.0003  0  -0.0011
Si  5.8068  5.5245  3.5647  0.0006  0.0002  0.0005
Si  9.651  5.5243  3.6104  -0.0011  0.0018  0.0011
Si  11.612  8.8692  3.5548  -0.0018  -0.0001  0.0007
Si  3.8921  8.8701  3.4241  0.0008  -0.0001  0.0002
Si  7.7393  8.8776  3.5476  0.0001  0.0001  -0.0011
Si  1.8647  12.2351  3.5491  -0.0003  0.0017  -0.0047
Si  5.7534  12.2175  3.7426  -0.0004  0.0013  -0.001
Si  9.6161  12.1995  3.5118  0  0.0002  -0.0009
Si  11.4769  2.1647  5.7602  0.0011  0.0001  -0.001
Si  3.7316  2.0343  6.0712  -0.0008  0.001  0.0006
Si  7.6085  1.97  5.9301  0.0004  0.0049  -0.0029
Si  1.8791  5.4133  5.8064  0.0004  0  -0.0015
Si  5.8061  5.4702  5.9384  0.0002  0.0002  -0.0006
Si  9.6235  5.4524  6.0124  -0.0006  0.0001  0.0001
Si  11.642  8.7998  5.9299  0  -0.0005  -0.0003
Si  3.9184  8.7938  5.7386  -0.0005  0.0009  0
Si  7.777  8.8165  5.9177  0.0004  -0.0002  -0.0004
Si  1.7855  12.1679  5.9182  0.0002  -0.0022  -0.0023
Si  5.72  12.1224  6.2509  -0.0005  0.0009  0.001
Si  9.5868  12.1162  5.8644  -0.0001  0.0004  -0.0001
Si  1.6338  0.9819  6.7344  0  0.0016  -0.0025
Si  5.6703  0.9926  7.0103  0.0004  -0.0011  -0.0012
Si  9.6356  0.9422  6.5993  0  0.0002  -0.0021
Si  11.5731  4.3227  6.7204  0.0009  -0.0009  0.0019
Si  3.8278  4.328  6.5598  0.0004  -0.0005  0.0021
Si  7.6962  4.1834  6.6247  0  -0.0007  0
Si  2.0337  7.6353  6.5107  0.0003  0.0003  0.0012
Si  5.834  7.7415  6.693  -0.0011  -0.0005  0.0003
Si  9.7209  7.7125  6.731  0.0001  0.0002  -0.0009
Si  11.4575  10.9982  6.7736  0  -0.0006  0.0003
Si  3.6558  10.9404  6.6458  -0.0005  0.0003  0.0003
Si  7.7594  10.9802  6.8581  0.0003  -0.0003  0.001
O  9.9057  7.9105  8.3915  0.0002  0  -0.001
O  9.9057  0.8321  8.2484  -0.001  0.0006  -0.0005
O  1.0362  0.9277  8.3199  0.0008  -0.0009  -0.0006
O  3.0761  10.5579  8.1558  0.0009  0.001  -0.0028
O  5.8239  7.9156  8.3558  0.0002  -0.0004  -0.0031
O  5.6109  1.1932  8.6941  0.0007  0.0018  -0.0035
O  3.7712  4.3414  8.2072  0.0002  0  -0.0007
O  7.657  3.7421  8.2508  0.0002  -0.0003  -0.0022
O  0.0437  4.285  8.3936  -0.0004  0.0008  -0.0019
O  11.1637  10.9601  8.4252  -0.0002  -0.0002  -0.0021
O  8.1253  10.7738  8.4945  0.0006  0.0001  -0.0024
O  2.3794  7.5059  8.1144  -0.0003  0  -0.0012
O  11.4405  0.2368  21.2056  0.0013  -0.0038  0.0048
O  9.7812  3.6462  21.3293  0.001  -0.0003  -0.0017
O  4.3645  7.5985  21.5123  -0.0213  -0.0196  0.0055
O  5.9565  4.1484  21.3444  0.0027  -0.0025  0.0034
O  5.8091  9.8772  21.5804  -0.0026  -0.0055  -0.0045
O  2.0898  3.1211  21.0905  0  0.0232  0.04
O  7.3457  13.4162  21.4748  -0.0024  -0.0023  -0.002
O  3.9334  0.2015  21.3156  -0.003  0.0023  0.0061
O  7.6387  6.9115  21.5776  -0.0015  -0.0028  0.0163
O  2.1707  10.1479  21.5436  0.0015  -0.0036  0.0021
O  11.2928  7.0386  21.2313  0.0242  0.0041  0.0765
O  10.3448  9.7817  21.6356  -0.0196  0.0095  -0.0114
Si  11.5833  6.4618  11.2874  -0.0004  -0.0007  0.0017
Si  1.5922  10.3944  16.2091  -0.0004  -0.0052  0.0051
Si  0.2302  3.701  9.9077  0.0003  -0.0007  0.0018
Si  8.0978  12.8316  20.1603  -0.0013  -0.0053  -0.0062
Si  2.8474  10.4743  9.7537  0  -0.0003  0.0019
Si  2.5986  10.3658  19.9945  -0.0149  0.0196  -0.0003
Si  10.3191  3.6912  19.7888  -0.0093  -0.0029  -0.0106
Si  0.2606  12.8171  17.0705  -0.0021  -0.0015  -0.0007
Si  10.8204  0.7005  19.7528  -0.0029  0.0001  -0.0069
Si  3.1688  7.7728  16.2116  0.0021  0.0031  -0.0023
Si  0.2256  6.5072  19.7771  -0.0217  -0.0189  -0.0765
Si  9.3973  2.54  14.2715  -0.0009  0  0.0001
Si  2.913  2.562  11.0265  0.0001  0.0008  0.0015
Si  5.15  11.9914  15.3166  0.0016  0.0013  0.0025
Si  5.0638  8.7701  20.6169  0.0058  0.0192  -0.0341
Si  3.6202  -0.3709  11.2632  -0.0001  0.0003  0.0005
Si  5.598  8.8989  14.776  -0.003  -0.0017  0.0021
Si  -0.1569  11.3245  9.9992  0.0005  0.001  0.0025
Si  9.5621  10.0399  20.231  -0.0094  -0.0092  -0.0001
Si  3.4593  0.0243  19.7602  -0.0038  -0.0179  -0.0013
Si  7.4703  4.7192  9.5332  -0.0001  0.0006  0.0022
Si  2.3876  12.3854  14.1382  0.0018  -0.0001  0.0015
Si  6.1974  0.6051  10.1266  0.0006  -0.0005  0.0014
Si  2.7836  2.8413  19.6269  0.0003  -0.0066  -0.0268
Si  5.7228  4.4521  13.639  0.0009  0.0008  0.0007
Si  7.4911  0.2214  15.57  0.0001  -0.0011  -0.0006
Si  9.6257  11.3532  15.1832  0.0002  0.001  0.0024
Si  1.9952  6.5836  13.5379  0.0013  0.0012  0.0008
Si  2.8475  3.5447  14.0027  0.0003  -0.0004  -0.0006
Si  11.7127  9.185  18.341  0.0081  0.0083  -0.0067
Si  11.2359  0.8831  9.2036  0.0001  0.0005  -0.0002
Si  9.1297  7.3372  9.7063  0  -0.0001  0.0007
Si  8.6821  8.572  14.563  0.0002  0.0011  0.0023
Si  4.7859  7.1648  12.3351  0.0006  -0.0003  0.0009
Si  2.9209  5.6429  18.72  0.006  0.0195  -0.0105
Si  2.5421  7.4176  9.7115  0.0005  0.0003  0.0013
Si  6.2701  8.4405  9.834  0  0.0004  0.0022
Si  4.334  4.7748  9.6504  0  0.0001  0.0007
Si  9.3627  10.5048  12.2632  -0.0005  0.0009  0.002
Si  5.9904  13.0006  17.9343  0.0011  -0.0024  -0.0017
Si  7.9662  4.9393  18.3426  -0.0025  -0.0038  0.0014
Si  8.3108  5.4233  15.1846  -0.0016  0.0006  0.0022
Si  7.3305  11.0861  9.9066  -0.0012  0.0005  0.0007
Si  5.3403  4.2226  19.8294  0.0091  0.0059  -0.0169
Si  0.7927  1.5131  15.026  0.0002  0.0001  0.0031
Si  7.6276  7.5222  20.077  0.0162  0.0191  -0.0071
Si  7.6534  2.8032  11.8483  -0.0001  0.0001  0.0013
O  3.4564  6.094  10.0926  -0.0005  -0.0001  -0.0015
O  1.9538  2.6794  15.072  0.0007  0.001  0.0011
O  -0.354  12.9536  10.1742  0.0001  -0.0003  -0.0014
O  8.5508  8.8301  19.9343  0.0194  0.0105  0.0191
O  2.4468  1.259  19.3025  -0.0142  0.0387  0.0082
O  8.154  5.3232  16.7879  0.001  0.0009  -0.0077
O  2.7448  11.9566  19.6479  0.0033  0.0174  -0.0011
O  7.1687  8.7882  15.1272  0.0019  -0.0005  -0.0012
O  1.3012  0.2119  14.162  0  0.0007  -0.0019
O  4.4174  3.8235  14.4345  -0.0006  -0.0003  0.0018
O  4.252  3.431  10.6105  0.0001  -0.0004  -0.0009
O  10.9654  2.1027  14.4664  0.0003  0.0003  -0.0007
O  11.3881  4.8526  10.9863  0  0.0007  -0.001
O  10.8574  12.0369  16.0178  -0.0011  -0.0001  -0.001
O  8.9392  6.9224  14.7532  0.0004  0.0009  -0.0005
O  1.7892  3.3766  10.1993  -0.0001  0.0002  -0.0009
O  8.466  5.9479  9.2047  0.0001  -0.0003  -0.001
O  11.1281  2.2942  19.4718  0.0053  0.0046  0.0064
O  5.4145  7.6144  10.9153  0.0003  -0.0003  -0.002
O  11.3657  7.6062  18.6365  -0.0082  -0.0058  0.0118
O  7.8769  8.2777  10.1446  0.0002  -0.0006  -0.0008
O  10.1377  7.1643  10.9776  -0.0002  0.0006  -0.0009
O  9.2257  4.127  14.7106  0.0015  -0.0002  -0.0002
O  8.8382  11.4483  20.5286  0.0057  -0.0189  0.0011
O  10.5823  10.5183  11.1515  -0.0002  0.0001  -0.0014
O  8.3739  12.2463  15.7349  -0.0002  0.0006  0.0002
O  4.4246  2.8803  19.699  -0.0088  -0.004  0.0065
O  4.7196  0.1767  18.7456  0.0111  0.0022  -0.0045
O  10.5287  10.1404  18.9293  -0.0193  0.0024  0.0168
O  6.8164  0.6869  17.0045  0.0014  0.001  -0.0011
O  0.5209  6.7628  12.8196  -0.0003  0.0001  -0.0011
O  1.0543  7.1503  10.2898  0.0001  -0.0001  -0.0008
O  3.1522  7.1968  12.5446  -0.0004  0  -0.0011
O  3.9995  9.5793  19.6913  0.0378  -0.0373  0.0193
O  6.7951  5.2112  14.6027  -0.0011  -0.0001  -0.0013
O  0.5731  0.9337  16.5348  0.0007  0.0017  0.001
O  1.566  11.8073  17.076  0.0028  -0.0001  0.0018
O  5.4195  8.2906  13.2964  0.0003  0.0007  -0.0014
O  2.9865  12.3978  12.6246  -0.0019  -0.0003  0.0025
O  6.4409  3.1999  12.8765  0  0  -0.001
O  2.8121  9.348  16.5579  -0.0014  0.0006  -0.0016
O  6.1339  8.0202  19.6423  -0.0316  0.0118  0.0082
O  1.8511  6.4201  19.6733  0.0319  0.0053  -0.0562
O  1.4774  9.629  19.0975  -0.0168  -0.0076  -0.0079
O  9.4956  9.7236  15.4528  -0.0003  0  -0.0003
O  3.1075  8.903  10.1985  0.0001  -0.0005  -0.0012
O  8.9838  9.0519  12.9957  -0.0002  -0.0001  -0.0012
O  2.1555  7.336  14.9832  -0.0025  0.0006  -0.0024
O  9.0649  3.8145  18.7627  0.003  0.0012  0.0078
O  4.7423  7.9219  15.7806  0.0006  0.0008  0.0017
O  7.2604  1.6103  10.8246  -0.0002  0.0002  -0.0012
O  8.186  6.3476  19.1219  0.0048  -0.0037  0.0003
O  5.9124  5.1772  9.6089  0.0005  0.0004  -0.0012
O  7.0439  -0.9762  19.0124  0  0.0033  0.0025
O  11.0672  2.2609  10.0914  -0.0003  -0.0003  -0.0011
O  8.9889  2.407  12.6935  0.0005  0.0003  -0.001
O  9.7233  11.5151  13.5296  0.0001  -0.0001  -0.0022
O  6.5154  4.2856  18.7066  -0.0029  0.0039  0.0075
O  6.0443  10.0599  9.9561  0  0  -0.0008
O  1.3626  10.8512  10.2843  -0.0005  0.0004  -0.001
O  5.1709  10.4781  14.7033  -0.0002  0.0013  -0.0006
O  1.7111  10.9343  14.6307  -0.0008  0.0006  -0.0014
O  11.3693  13.0756  18.6  0.0019  0.0019  0.0024
O  5.4693  11.8312  16.9169  -0.0005  0  0.0006
O  8.0986  11.0016  11.3499  0.0011  -0.0005  -0.0009
O  11.2444  5.0083  19.5163  0.0028  0.008  0.01
O  8.3831  1.4924  15.0579  0.0009  0.0012  0.0006
O  2.3946  4.0569  18.5515  -0.0107  -0.0258  0.0053
O  3.7614  11.7126  10.3081  -0.0003  -0.0001  -0.0006
O  9.1891  0.5586  19.715  0.0032  -0.0005  0.002
O  2.7739  2.6644  12.6385  -0.0008  0.0002  -0.0005
O  3.6672  12.6464  15.1221  -0.0008  0.0006  -0.0019
O  7.9934  4.1044  10.9342  0.0003  -0.0005  -0.0012
O  5.126  0.2686  11.3231  -0.0004  0.0004  -0.001
O  4.3548  5.508  19.5096  -0.0069  0.008  0.0015
O  6.222  13.0693  14.6493  -0.0012  0.0005  -0.0009
O  3.0624  6.587  17.3622  -0.0015  0.0003  0.0105
O  2.7911  0.9499  10.7001  0.0002  0.0006  -0.0002
O  0.3037  9.4901  16.7357  0.003  0  -0.0073
O  5.2294  5.6146  12.6021  -0.0003  0.0006  -0.0006
O  2.1476  4.987  13.7792  -0.0004  -0.0001  0.0001
O  6.9047  12.6227  9.6963  -0.0001  0.0001  -0.001

Results
free energy: -174885.456 eV
free energy less fixed offsets of As -4856.12, O -568.88, Si -635.61 eV per atom: 3.714 eV

The program warned: the cutoff lies below the one the program advises for these potential files; the forces do not sum to zero within the program's tolerance; the exchange-correlation potential is rough where the density is thin.
